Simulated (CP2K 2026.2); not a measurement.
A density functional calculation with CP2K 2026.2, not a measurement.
Periodic cell of 534 atoms, Si358O176, from a study of silicon, its oxide and their interface. The atomic structure is a simulated model.
Doubt: the forces sum to 2.58 eV/angstrom along one axis rather than to zero, so they err by at least 0.0048 eV/angstrom per atom on average; the grid cutoff is modest.

Settings
functional: PBE
method: Gaussian and plane waves
basis set: DZVP-MOLOPT-SR-GTH
pseudopotentials: GTH-PBE
grid cutoff: 400 Ry, relative cutoff 50 Ry
k points: Gamma only
occupations: fixed
spin: none
net charge: 0

Cell vectors (angstrom)
a	16.4025	0	0
b	0	16.4025	0
c	0	0	35.4968

Atoms and the computed forces on them: element, x, y, z (angstrom), force x, y, z (eV/angstrom)
Si	0.53	-0.078	0.024	0.097	0.294	0.59
Si	2.367	3.261	0.003	0.048	0.005	0.216
Si	0.13	5.43	-0.01	0.003	-0.004	0.127
Si	3.159	7.705	-0.008	0.156	0.051	-0.178
Si	-0.553	11.498	0.073	-0.045	0.017	-0.109
Si	2.332	13.649	0.106	-0.149	-0.296	0.14
Si	5.213	-0.011	0.434	0.09	-0.115	0.046
Si	7.474	3.24	-0.208	0.022	0.166	-0.007
Si	5.422	5.564	0.26	-0.066	0.031	-0.109
Si	7.992	8.713	-0.223	0.108	-0.214	0.009
Si	5.547	10.768	0.021	-0.243	-0.027	-0.072
Si	8.635	13.223	-0.238	0.087	-0.228	0.623
Si	11.379	-0.832	-0.06	0.088	0.162	0.25
Si	13.454	2.847	-0.1	0.013	0.028	0.163
Si	11.167	5.102	-0.196	-0.073	0.025	-0.002
Si	13.142	8.638	-0.289	-0.131	0.112	0.28
Si	10.956	10.998	0.121	0.109	0.019	0.058
Si	13.736	13.685	0.508	-0.012	-0.015	-0.196
Si	1.408	1.553	1.478	0.078	-0.043	-0.399
Si	4.001	4.21	1.491	-0.169	-0.137	-0.405
Si	1.392	6.852	1.365	0.019	-0.038	-0.217
Si	4.049	9.514	1.332	-0.014	-0.182	-0.208
Si	1.179	12.242	1.544	-0.035	-0.092	-0.232
Si	3.988	14.788	1.518	-0.033	0.131	-0.249
Si	6.65	1.582	1.371	-0.153	-0.069	-0.195
Si	9.422	4.053	1.096	-0.007	0.037	-0.155
Si	6.97	6.954	1.28	0.019	0.263	-0.337
Si	9.536	9.612	1.35	-0.055	0.06	-0.187
Si	6.89	12.273	1.232	0.176	0.097	-0.266
Si	9.581	14.839	1.299	0.107	-0.007	-0.264
Si	12.226	1.222	1.157	-0.051	-0.138	-0.399
Si	14.976	4.116	1.251	0.026	0.057	-0.245
Si	12.193	6.878	1.105	-0.015	-0.097	-0.168
Si	14.841	9.624	1.155	-0.014	0.177	-0.207
Si	12.275	12.267	1.623	-0.054	0.082	-0.304
Si	15.129	15.25	1.482	0.073	-0.073	-0.5
Si	-0.102	2.802	2.75	-0.023	-0.034	0.021
Si	2.722	0	2.782	-0.135	-0.037	0.098
Si	-0.076	8.278	2.566	-0.033	0.036	-0.121
Si	2.65	5.531	2.832	-0.05	-0.026	0.307
Si	-0.05	13.737	2.854	0.239	0.277	0.25
Si	2.638	10.824	2.729	0.041	0.046	-0.054
Si	5.353	2.821	2.828	-0.009	0.02	0.198
Si	8.156	0.041	2.539	0.071	-0.163	-0.082
Si	5.496	8.219	2.703	0.165	0.17	0.116
Si	8.249	5.494	2.616	0.022	-0.05	0.007
Si	5.507	13.543	2.735	0.029	-0.084	-0.039
Si	8.17	10.942	2.73	-0.134	-0.013	0.053
Si	10.795	2.632	2.501	0.064	0.018	-0.001
Si	13.614	0.098	2.73	0.041	0.059	0.057
Si	10.86	8.139	2.631	0.041	-0.085	0.005
Si	13.605	5.537	2.555	-0.051	0.045	0.026
Si	10.865	13.642	2.853	-0.116	-0.043	0.245
Si	13.648	10.846	2.808	0.001	-0.076	0.194
Si	1.288	4.125	4.142	0.047	0.028	-0.066
Si	4.065	1.37	4.16	0.131	-0.124	-0.049
Si	1.267	9.524	4.087	0.024	0.047	0.047
Si	4.118	6.867	4.113	-0.088	0.019	-0.12
Si	1.35	15.081	4.196	-0.099	-0.039	-0.167
Si	4.072	12.211	4.065	0.096	-0.064	0.042
Si	6.831	4.188	4.048	-0.04	-0.048	-0.025
Si	9.518	1.328	4.001	0.018	0.059	-0.008
Si	6.822	9.577	4.122	-0.079	-0.067	-0.178
Si	9.56	6.805	4.065	-0.024	0.01	0.012
Si	6.832	15.045	4.004	-0.044	0.055	-0.051
Si	9.506	12.264	4.171	0.025	0.131	-0.079
Si	12.219	4.087	3.899	-0.054	0.009	-0.169
Si	14.971	1.423	4.122	-0.077	0.055	0.033
Si	12.219	9.482	4.084	0.164	0.031	-0.088
Si	14.994	6.866	3.971	-0.053	-0.066	-0.021
Si	12.29	15.065	4.099	-0.106	0	-0.072
Si	14.985	12.299	4.154	-0.01	-0.015	-0.16
Si	0.004	0.01	10.904	0.02	-0.009	-0.004
Si	2.757	2.743	10.901	-0.016	-0.039	0.005
Si	0.003	5.476	10.914	0.017	0.004	-0.012
Si	2.744	8.198	10.914	0.008	-0.007	0
Si	-0.007	10.931	10.901	0.008	-0.001	0
Si	2.742	13.675	10.912	-0.028	0.001	0.011
Si	5.492	0.015	10.91	-0.011	-0.018	-0.004
Si	8.219	2.75	10.924	-0.017	-0.017	0
Si	5.5	5.47	10.913	-0.023	-0.032	0.005
Si	8.221	8.189	10.925	0.011	-0.019	0.003
Si	5.486	10.927	10.924	0.022	-0.017	0.002
Si	8.212	13.671	10.912	-0.013	0.013	0.003
Si	10.941	0.008	10.913	-0.002	-0.023	-0.003
Si	13.664	2.748	10.934	-0.01	-0.032	0.002
Si	10.932	5.463	10.945	0.007	0.002	0.009
Si	13.66	8.2	10.915	0.02	0.013	0.005
Si	10.934	10.919	10.909	0	0.001	0.007
Si	13.661	13.666	10.897	0.026	0.001	0.001
Si	1.398	1.367	12.265	-0.007	0.017	-0.017
Si	4.144	4.099	12.276	0.013	0.029	-0.01
Si	1.379	6.833	12.276	-0.022	-0.022	0
Si	4.13	9.548	12.282	-0.03	0.016	0.004
Si	1.373	12.29	12.255	0.008	0.018	-0.006
Si	4.134	15.037	12.265	0.011	0.029	-0.007
Si	6.868	1.373	12.282	-0.012	0.004	-0.002
Si	9.573	4.103	12.324	-0.003	-0.015	0.007
Si	6.873	6.815	12.305	-0.022	0.036	-0.008
Si	9.593	9.55	12.3	-0.019	0.022	0.003
Si	6.864	12.291	12.282	-0.019	0.012	-0.001
Si	9.588	15.033	12.273	0.017	0.005	0.01
Si	12.303	1.369	12.292	0.011	0.007	0.004
Si	15.045	4.12	12.29	0.049	0.009	-0.005
Si	12.304	6.84	12.296	0.021	0.003	-0.011
Si	15.036	9.564	12.269	-0.009	0.007	0
Si	12.307	12.285	12.271	0.004	0.009	0.003
Si	15.031	15.036	12.259	0.009	-0.012	-0.011
Si	0.034	2.741	13.62	-0.008	-0.03	0.005
Si	2.792	0.015	13.63	-0.005	-0.051	0.026
Si	0.01	8.206	13.63	0.005	-0.003	-0.006
Si	2.775	5.475	13.623	0.013	-0.001	-0.013
Si	-0.005	13.651	13.604	0.011	0.034	-0.003
Si	2.754	10.93	13.615	-0.002	-0.005	0
Si	5.536	2.757	13.656	-0.042	-0.05	0.01
Si	8.24	0.004	13.642	-0.012	0.007	-0.025
Si	5.511	8.191	13.659	0.021	-0.04	-0.003
Si	8.233	5.473	13.723	-0.01	-0.001	0.043
Si	5.494	13.661	13.632	-0.008	0.027	0.009
Si	8.243	10.937	13.657	-0.012	-0.044	-0.008
Si	10.951	2.733	13.676	0.033	-0.029	-0.019
Si	13.674	-0.005	13.646	0.004	-0.018	0.021
Si	10.952	8.188	13.694	0.026	-0.011	0.021
Si	13.69	5.502	13.661	-0.054	0.006	-0.006
Si	10.953	13.663	13.638	-0.013	0.024	-0.018
Si	13.664	10.908	13.644	0.052	0.005	-0.015
Si	1.43	4.093	14.975	-0.028	0.017	0.053
Si	4.186	1.38	15.007	0.085	0.023	-0.011
Si	1.397	9.56	14.973	0.032	0.027	0.018
Si	4.139	6.82	15.014	-0.018	-0.023	0.052
Si	1.404	15.006	14.925	0.025	-0.007	0.005
Si	4.121	12.286	14.986	-0.021	-0.048	0.025
Si	6.885	4.084	15.101	-0.004	-0.017	0.093
Si	9.599	1.347	15.044	-0.014	-0.033	0.072
Si	6.886	9.564	15.02	0.01	0.019	0.023
Si	9.609	6.838	15.111	0.008	0.016	0.045
Si	6.894	15.011	14.979	-0.075	-0.009	0.011
Si	9.627	12.288	15.027	0.04	0.031	0.075
Si	12.326	4.127	15.008	0.013	0.014	0.029
Si	15.063	1.377	14.976	0.048	0.072	-0.02
Si	12.336	9.54	15.061	-0.029	-0.003	0.053
Si	15.048	6.884	15.033	0.08	0.027	0.038
Si	12.304	15.024	15.018	-0.014	0.014	0.002
Si	15.028	12.289	14.98	-0.032	-0.027	0.033
Si	0.069	-0.013	16.262	-0.028	-0.066	-0.056
Si	2.829	2.761	16.363	0.008	0.033	-0.026
Si	0.07	5.497	16.296	0.013	-0.078	0.08
Si	2.794	8.236	16.345	-0.038	-0.001	0.031
Si	0.007	10.913	16.313	0.069	-0.004	0.062
Si	2.717	13.628	16.33	-0.023	0.099	0.185
Si	5.576	-0.011	16.344	0.015	-0.016	0.137
Si	8.303	2.713	16.478	-0.058	0.047	-0.011
Si	5.463	5.452	16.442	0.006	0.106	-0.028
Si	8.249	8.258	16.458	-0.036	-0.009	0.09
Si	5.504	10.933	16.356	-0.05	-0.015	0.039
Si	8.243	13.652	16.367	0.079	0.024	0.034
Si	10.938	-0.041	16.425	0.057	0.071	0.097
Si	13.716	2.775	16.334	-0.056	-0.082	0.158
Si	11.013	5.452	16.467	0.037	-0.032	0.004
Si	13.71	8.226	16.497	-0.053	-0.015	0.19
Si	11.001	10.932	16.426	-0.071	-0.028	-0.006
Si	13.65	13.627	16.361	0.116	-0.056	0.002
Si	1.49	1.297	17.603	0.128	-0.137	-0.066
Si	4.115	4.089	17.872	-0.037	-0.056	0.247
Si	1.42	6.862	17.665	0.182	-0.008	0.001
Si	4.13	9.61	17.747	0.007	-0.066	-0.09
Si	1.314	12.25	17.725	-0.045	0.022	-0.071
Si	4.137	15.019	17.621	-0.063	-0.022	-0.249
Si	6.991	1.258	17.814	-0.075	-0.213	0.085
Si	9.689	4.081	17.882	0.106	-0.214	0.006
Si	6.817	6.88	17.762	-0.101	0.094	-0.107
Si	9.625	9.658	17.866	0.059	0.016	0.032
Si	6.872	12.294	17.712	0.006	-0.044	-0.127
Si	9.608	14.924	17.825	-0.052	-0.001	-0.052
Si	12.346	1.399	17.706	0.007	0.187	-0.105
Si	15.153	4.124	17.674	-0.018	0.056	-0.249
Si	12.385	6.778	17.891	0.118	0.068	0.031
Si	15.113	9.675	17.838	-0.022	0.072	0.036
Si	12.377	12.248	17.843	0.058	-0.009	0.038
Si	15.098	15.012	17.571	0.01	0.131	-0.118
Si	0.124	2.646	18.853	-0.273	0.175	0.314
Si	2.801	-0.054	19.016	-0.014	-0.004	0.194
Si	0.096	8.199	19.054	0.09	-0.096	0.323
Si	2.675	5.58	19.204	-0.186	0.139	0.266
Si	-0.104	13.667	19.029	0.006	0.024	0.279
Si	2.735	10.95	19.098	0.006	-0.138	0.352
Si	5.552	2.576	19.135	0.027	0.032	0.061
Si	8.388	-0.123	19.328	-0.078	0.103	0.272
Si	5.469	8.276	19.176	0.105	0.022	0.194
Si	8.222	5.519	19.046	0.041	0.037	0.116
Si	5.51	13.691	18.962	-0.06	0.093	0.207
Si	8.18	11.076	19.229	0.009	-0.107	0.153
Si	11.141	2.713	19.317	-0.064	-0.082	0.243
Si	13.758	-0.04	18.882	0.031	0.111	0.25
Si	11.042	8.261	19.219	-0.012	0.031	0.162
Si	13.93	5.418	19.23	-0.057	0.032	0.421
Si	10.95	13.528	19.205	-0.195	-0.012	0.31
Si	13.843	11.107	19.363	-0.086	-0.06	0.292
Si	1.148	4.067	20.393	0.445	-0.478	0.112
Si	4.38	0.952	20.452	-0.202	0.095	0.245
Si	1.611	9.323	20.432	-0.072	0.237	-0.115
Si	3.94	7.178	20.605	-0.136	0.116	-0.036
Si	1.603	14.705	20.204	-0.034	0.119	0.238
Si	3.953	12.583	20.291	-0.015	-0.075	0.254
Si	6.998	3.998	20.328	-0.002	0.015	-0.13
Si	10.198	0.914	20.673	0.145	-0.245	-0.3
Si	7.054	9.461	20.544	-0.118	0.002	0.004
Si	9.272	7.158	20.373	0.139	-0.07	0.238
Si	6.613	15.103	20.481	0.021	0.125	-0.105
Si	9.56	12.249	20.806	0.185	0.166	-0.469
Si	12.958	3.741	20.611	-0.063	0.06	0.083
Si	15.025	1.456	20.179	0.066	-0.342	-0.092
Si	12.807	9.323	20.518	0.012	-0.147	-0.289
Si	15.105	7.056	20.599	0.054	0.033	-0.32
Si	12.349	15.08	20.227	-0.023	0.156	0.035
Si	14.687	13.091	20.796	0.408	0.017	-0.094
Si	0.069	-2.022	22.888	0.184	-0.03	0.227
Si	5.642	3.96	26.692	-0.043	-0.076	0.16
Si	-0.164	0.737	22.998	-0.043	-0.123	0.134
Si	1.402	10.169	23.213	0.06	-0.032	0.37
Si	1.813	8.04	25.088	0.083	-0.003	0.213
Si	0.067	12.756	27.611	0.17	-0.193	0.139
Si	3.017	0.581	23.249	0.086	-0.071	0.234
Si	7.064	3.766	24.294	-0.224	-0.129	0.357
Si	6.331	-0.033	29.815	-0.079	0.132	-0.26
Si	7.792	13.567	22.972	-0.116	0.08	0.279
Si	7.384	9.052	26.185	-0.064	-0.051	0.132
Si	9.336	11.282	27.174	-0.122	-0.048	0.053
Si	9.255	3.024	22.506	-0.171	0.042	0.21
Si	9.264	6.71	26.058	0.074	0.062	0.217
Si	10.312	7.073	23.239	0.02	-0.1	0.237
Si	16.605	6.216	23.345	-0.006	-0.019	0.285
Si	7.207	15.334	25.488	-0.187	0.171	0.162
Si	22.941	10.651	23.549	-0.176	-0.122	0.208
Si	-0.037	3.519	23.252	0.071	0.027	0.248
Si	5.262	5.32	22.537	0.28	-0.033	0.27
Si	3.367	5.911	26.522	0.034	-0.014	0.03
Si	8.502	11.145	29.999	-0.091	-0.057	-0.128
Si	0.303	10.278	25.984	0.069	-0.02	0.194
Si	2.686	14.3	24.393	-0.051	0.18	0.063
Si	5.293	1.545	25.051	0.033	-0.04	0.207
Si	2.51	4.367	22.799	-0.164	-0.191	0.227
Si	3.947	11.874	23.227	-0.1	0.036	0.226
Si	6.844	12.929	27.081	-0.047	0.009	-0.083
Si	11.864	21.075	23.293	0.005	0.09	0.243
Si	12.223	4.103	26.427	-0.083	0.129	0.176
Si	16.677	1.476	27.704	0.208	0.034	0.03
Si	10.979	10.131	22.642	-0.026	-0.028	0.354
Si	9.478	15.625	27.721	-0.231	0.072	-0.213
Si	11.803	11.377	25.195	0.108	-0.02	0.086
Si	13.836	18.029	27.486	-0.013	0.061	-0.017
Si	1.332	4.292	27.445	-0.087	-0.105	-0.061
Si	1.893	-1.113	27.239	0.135	-0.131	-0.049
Si	2.934	5.264	29.401	0.152	0.019	0.076
Si	-1.219	18.385	30.217	0.066	0.055	-0.277
Si	7.031	15.292	33.697	-0.165	-0.019	0.066
Si	4.573	-0.498	31.938	0.141	0.062	-0.383
Si	9.705	4.28	28.029	-0.187	-0.021	-0.08
Si	2.745	9.103	32.741	0.117	-0.132	-0.275
Si	10.573	6.596	29.82	-0.06	0.187	-0.301
Si	3.879	11.609	29.89	-0.077	-0.002	-0.12
Si	5.913	10.416	28.178	-0.163	-0.112	0.011
Si	14.377	4.86	30.882	0.182	0.078	-0.331
Si	11.876	3.362	31.034	-0.012	0.022	-0.323
Si	13.465	12.688	26.972	-0.01	-0.032	-0.069
Si	12.025	7.187	27.329	-0.042	-0.074	-0.08
Si	11.027	16.597	32.794	-0.066	-0.03	-0.295
Si	17.153	11.621	30.417	0.081	-0.069	-0.195
Si	0.249	6.271	29.387	0.108	0.009	-0.173
Si	4.057	-1.78	29.346	0.084	-0.067	-0.092
Si	1.358	11.906	33.236	-0.051	0.122	-0.109
Si	5.118	10.678	32.562	-0.235	-0.173	-0.305
Si	2.813	17.376	33.915	-0.014	0.164	-0.031
Si	5.791	21.116	29.816	-0.123	-0.004	-0.194
Si	7.901	6.756	30.83	-0.05	0.038	-0.295
Si	12.252	-0.933	27.731	0.103	-0.091	-0.062
Si	7.92	9.391	32.259	-0.061	-0.23	-0.152
Si	7.705	2.52	29.889	-0.101	0.135	-0.319
Si	8.56	17.987	32.801	-0.055	0.103	-0.203
Si	8.002	13.936	29.663	-0.07	0.012	-0.038
Si	10.193	5.528	32.329	-0.042	0.057	-0.344
Si	13.743	1.524	32.701	-0.104	0.023	-0.321
Si	13.614	9.81	26.662	0.062	-0.104	-0.009
Si	14.929	6.969	33.104	0.14	-0.008	-0.085
Si	10.918	16.947	29.864	-0.126	0.083	-0.161
Si	16.75	8.631	30.977	0.078	0.126	-0.378
O	1.207	-1.564	35.597	0.147	0.242	-0.343
O	-3.523	2.778	32.159	0.024	0.22	0.018
O	1.252	4.352	34.897	-0.078	-0.211	0.545
O	2.877	2.602	34.058	-0.019	0.049	-0.08
O	-1.241	5.881	29.893	-0.098	0.218	0.201
O	-0.472	6.343	34.243	-0.193	-0.143	0.221
O	2.459	8.255	34.093	-0.036	0.084	0.277
O	1.882	8.463	31.521	0.222	-0.176	0.244
O	2.326	10.657	32.907	-0.002	0.175	-0.008
O	0.153	11.226	34.099	0.089	0.077	0.195
O	3.353	16.793	32.51	-0.063	0.235	0.324
O	1.243	16.888	34.087	-0.325	-0.012	0.253
O	5.295	-0.826	28.824	0.161	0.062	0.165
O	3.918	0.478	35.021	0.189	0.142	-0.338
O	9.053	7.228	29.746	-0.031	-0.111	0.043
O	7.862	2.668	33.786	0.127	0.066	-0.135
O	4.323	6.584	34.952	0.017	-0.001	0.304
O	6.346	4.438	34.882	0.133	-0.236	0.401
O	7.287	8.065	31.548	0.079	-0.051	0.161
O	8.584	8.889	33.683	0.222	-0.272	0.538
O	7.931	13.927	33.908	0.268	0.096	-0.074
O	6.562	9.511	35.149	-0.029	0.154	0.203
O	7.114	10.605	29.284	0.18	-0.147	0.115
O	8.276	15.833	26.643	0.175	-0.021	-0.085
O	12.083	-0.455	29.291	-0.024	-0.04	0.072
O	10.626	-0.87	33.945	0.019	-0.097	0.073
O	14.292	2.038	34.156	-0.194	0.218	0.388
O	12.354	4.001	34.821	0.054	0.097	0.536
O	8.605	5.758	31.935	0.096	-0.324	0.468
O	10.476	5.728	33.907	0.255	0.158	0.427
O	15.732	7.941	32.055	-0.01	0.067	0.105
O	13.785	7.89	33.856	-0.224	-0.133	-0.065
O	9.845	12.082	34.84	-0.14	-0.145	0.176
O	12.035	9.891	34.814	0.097	-0.044	0.407
O	14.72	12.664	35.122	0.157	-0.285	0.292
O	12.671	14.566	35.075	-0.314	0.403	0.283
O	-0.03	3.898	21.621	0.066	0.123	-0.554
O	3.582	1.24	21.881	0.327	0.069	-0.422
O	2.543	3.723	21.283	-0.041	-0.107	0.002
O	3.795	1.222	24.537	-0.376	0.129	0.003
O	0.718	9.816	21.774	0.244	0.08	-0.364
O	2.281	8.918	23.803	0.205	0.16	-0.018
O	4.708	6.788	22.069	-0.32	0.209	-0.184
O	2.838	8.362	21.012	0.114	-0.167	0.03
O	-0.753	15.69	23.521	0.156	-0.17	-0.361
O	2.764	13.645	20.707	0.12	-0.092	-0.354
O	4.955	10.808	23.92	-0.103	0.145	-0.124
O	4.617	12.238	21.78	-0.073	-0.184	-0.371
O	5.714	4.654	21.127	0.042	0.153	-0.091
O	6.568	5.132	23.519	-0.146	0.222	-0.252
O	9.694	1.486	22.158	-0.151	-0.079	0.091
O	8.541	3.207	23.957	0.065	-0.121	-0.072
O	6.679	10.01	22.062	-0.041	-0.1	-0.364
O	9.284	14.383	28.77	-0.049	-0.207	-0.088
O	9.723	6.525	21.83	-0.012	-0.032	-0.215
O	8.123	8.243	20.853	0.094	0.022	-0.073
O	6.793	14.255	21.889	0.105	0.153	-0.277
O	5.553	16.292	20.93	0.192	0.114	-0.077
O	8.631	9.878	26.81	-0.028	-0.086	-0.155
O	8.377	12.513	26.67	-0.045	0.115	-0.021
O	11.757	6.315	23.411	-0.023	-0.034	0.048
O	13	4.335	22.183	0.093	0.173	-0.332
O	13.848	2.37	20.869	0.085	0.423	-0.179
O	15.943	0.858	21.401	-0.044	-0.075	-0.263
O	13.879	8.118	20.852	-0.413	0.15	0.076
O	12.457	9.845	22.047	0.069	0.004	-0.162
O	15.793	4.893	23.937	0.085	0.085	-0.185
O	15.756	6.865	22.12	-0.16	0.184	-0.428
O	13.432	14.168	21.14	0.368	-0.226	-0.419
O	11.387	16.174	21.078	-0.181	-0.008	-0.307
O	16.716	10.594	24.366	0.091	-0.068	-0.197
O	15.541	13.172	22.271	-0.264	-0.145	-0.318
O	0.925	-1.355	21.668	-0.149	0.132	-0.123
O	1.142	-2.551	24.025	-0.193	0.102	-0.316
O	7.066	4.045	25.904	-0.079	-0.156	-0.361
O	1.415	0.788	23.383	-0.095	0.127	0.109
O	1.559	3.399	23.707	0.003	0.005	-0.029
O	0.538	2.957	27.078	-0.013	-0.041	-0.038
O	1.707	5.816	22.777	0.396	0.177	-0.406
O	3.117	7.229	25.62	-0.028	-0.121	0.054
O	0.38	5.554	27.919	0.083	0.148	0.135
O	-3.145	11.148	27.601	0.141	0.156	0.189
O	0.868	11.542	26.857	0.13	0.148	0.02
O	2.734	14.936	25.896	-0.101	-0.108	-0.17
O	7.891	0.109	33.045	-0.133	-0.201	-0.217
O	3.731	-3.341	24.325	0.128	-0.284	-0.124
O	5.777	4.269	28.257	-0.078	-0.057	0.093
O	6.306	-2.295	26.107	0.095	-0.113	0.19
O	8.171	3.448	21.358	0.079	-0.139	-0.053
O	2.458	11.341	22.884	-0.042	-0.035	-0.13
O	9.152	13.239	22.096	0.318	-0.276	-0.284
O	7.257	12.137	23.591	0.034	0.137	-0.088
O	4.51	10.388	28.996	0.052	0.139	0.127
O	6.119	9.092	27.241	0.142	0.11	0.021
O	6.868	13.424	28.623	0.022	0.153	0.022
O	5.879	11.628	27.061	0.146	0.213	-0.269
O	10.55	3.981	22.611	0.029	0.068	-0.313
O	12.111	4.085	24.798	0.166	0.121	-0.161
O	9.394	6.458	24.451	0.016	0.056	-0.21
O	10.644	7.509	26.495	0.033	0.135	-0.149
O	10.107	10.797	21.43	-0.294	0.079	0.151
O	4.032	4.546	23.3	-0.086	-0.101	0.019
O	16.883	7.195	24.621	-0.077	0.057	0.062
O	12.757	12.688	25.475	0.059	0.145	0.016
O	10.378	8.714	23.239	0.018	0.209	0.106
O	10.724	11.405	26.399	0.254	-0.012	-0.16
O	17.099	14.222	27.402	-0.192	0.013	-0.034
O	14.862	17.491	31.57	-0.167	-0.242	0.08
O	4.744	5.18	26.082	0.081	-0.06	-0.224
O	-0.797	2.127	23.653	-0.14	0.179	-0.002
O	4.249	4.981	30.322	0.086	0.188	0.056
O	7.025	1.247	29.091	0.2	-0.219	0.009
O	3.353	6.267	28.137	0.087	0.024	0.04
O	2.159	4.857	26.166	-0.152	-0.148	-0.109
O	4.589	11.669	31.366	0.135	-0.125	0.389
O	2.285	11.318	29.948	0.076	-0.046	-0.023
O	-0.028	12.409	29.213	0.028	-0.034	0.172
O	5.594	15.091	32.919	-0.039	-0.234	0.187
O	3.888	14.805	30.953	-0.058	0.002	0.345
O	7.973	14.699	24.174	-0.01	-0.387	-0.423
O	9.085	5.408	27.021	0.183	0.062	0.045
O	5.108	2.418	26.445	-0.208	0.028	0.105
O	7.862	7.512	26.19	0.036	-0.029	0.188
O	10.631	4.042	31.825	0.006	-0.25	-0.009
O	6.208	16.592	25.194	0.196	-0.226	0.075
O	11.053	11.313	23.769	0.057	0.037	-0.283
O	4.909	11.317	34.062	0.252	0.088	0.569
O	7.115	9.626	24.684	0.207	-0.03	-0.316
O	10.856	19.914	27.149	-0.053	0.026	-0.124
O	10.163	17.946	33.172	0.161	0.239	0.348
O	15.281	1.073	26.992	-0.151	-0.144	-0.101
O	13.41	3.056	26.824	0.114	-0.112	-0.044
O	12.511	5.655	26.942	0.124	0.033	0.131
O	12.874	4.48	30.317	-0.065	0.119	0.095
O	10.842	15.274	26.918	0.024	-0.195	0.05
O	17.725	9.035	26.289	-0.16	-0.161	0.034
O	15.214	9.819	26.424	-0.023	0.06	0.129
O	12.89	16.791	27.016	-0.192	0.127	0.071
O	12.977	14.008	27.794	-0.233	0.189	-0.054
O	9.739	16.939	28.701	0.167	0.084	0.049
O	16.521	17.939	29.358	-0.091	0.128	0.063
O	13.956	18.272	29.118	-0.172	0.175	0.109
O	2.407	3.899	28.64	-0.128	0.01	0.107
O	-1.083	3.509	30.811	0.216	0.102	0.129
O	6.529	-0.719	35.193	0.127	-0.176	-0.084
O	4.155	-3.386	29.102	0.225	0.089	-0.211
O	1.617	5.809	30.227	0.203	0.132	0.13
O	0.259	7.905	29.5	-0.173	-0.143	0.095
O	0.788	12.503	31.806	0.162	-0.024	0.207
O	2.769	15.184	28.582	0.113	-0.051	0.23
O	1.388	16.829	27.201	0.088	-0.025	-0.124
O	2.239	13.028	34.044	0.065	0.354	0.085
O	6.542	3.475	30.544	0.188	-0.181	0.368
O	5.492	0.559	31.08	-0.047	0.115	-0.022
O	6.033	2.525	23.967	0.136	0.308	-0.119
O	8.599	3.307	28.746	0.172	-0.189	0.171
O	6.72	10.462	32.436	0.108	0.277	0.119
O	4.351	9.215	32.411	-0.012	-0.116	0.04
O	6.669	6.054	30.041	-0.016	0.243	0.185
O	11.034	6.6	31.392	0.062	-0.074	0.138
O	3.285	15.379	23.325	0.038	-0.089	-0.015
O	7.405	15.262	30.403	-0.116	-0.145	0.109
O	8.337	12.668	30.633	0.117	0.022	0.162
O	8.959	10.134	31.206	-0.091	0.009	0.254
O	10.438	5.061	29.256	-0.05	0.072	0.173
O	8.487	1.972	31.207	0.161	-0.18	0.41
O	11.32	2.126	30.092	0.012	0.209	-0.15
O	12.655	0.32	32.868	-0.108	0.025	0.081
O	11.662	7.366	28.916	-0.176	0.201	0.322
O	12.761	10.047	25.279	-0.034	-0.011	-0.076
O	14.3	5.659	32.317	-0.322	0.003	0.02
O	13.195	8.31	27.145	0.118	-0.109	-0.145
O	10.534	16.218	31.282	-0.094	0.061	0.198
O	9.608	11.272	28.791	0.005	-0.058	0.045
O	15.058	12.863	26.837	0.045	0.171	-0.076
O	16.387	10.204	30.731	0.088	-0.055	0.102
Si	-0.053	0.051	5.493	0.034	-0.059	-0.012
Si	2.689	2.753	5.482	-0.111	-0.049	0.011
Si	-0.077	5.52	5.439	0.046	0.004	-0.009
Si	2.699	8.207	5.452	-0.002	-0.047	0.017
Si	-0.027	10.929	5.479	0.053	0.046	0.011
Si	2.75	13.644	5.453	0.019	0.104	-0.02
Si	5.48	-0.019	5.442	-0.002	0.086	-0.002
Si	8.183	2.745	5.38	-0.026	-0.037	-0.029
Si	5.476	5.497	5.465	0.023	0.031	0.043
Si	8.203	8.186	5.44	-0.018	0.012	-0.037
Si	5.441	10.918	5.489	-0.047	-0.06	-0.039
Si	8.156	13.698	5.459	0.063	-0.064	-0.018
Si	10.902	0.024	5.434	0.007	0.001	-0.019
Si	13.58	2.807	5.41	0.089	-0.068	-0.065
Si	10.933	5.425	5.394	-0.039	0.015	-0.078
Si	13.64	8.164	5.43	-0.041	-0.002	-0.047
Si	10.91	10.892	5.47	-0.066	-0.04	-0.002
Si	13.623	13.684	5.477	-0.004	-0.043	0.064
Si	1.337	1.39	6.853	-0.011	0.024	0.02
Si	4.096	4.115	6.813	0.036	-0.005	-0.016
Si	1.337	6.836	6.816	0.033	-0.016	-0.015
Si	4.073	9.554	6.84	0.007	0.047	0.001
Si	1.367	12.294	6.828	-0.006	-0.022	-0.033
Si	4.113	15.021	6.82	0.015	-0.069	-0.027
Si	6.841	1.379	6.787	-0.011	-0.029	-0.015
Si	9.56	4.084	6.777	0.001	0.006	-0.006
Si	6.845	6.844	6.829	-0.056	0.009	0.038
Si	9.552	9.536	6.831	0.039	0.005	0.033
Si	6.813	12.308	6.828	-0.081	0.075	0.003
Si	9.551	15.051	6.811	0.01	-0.02	-0.001
Si	12.267	1.402	6.796	-0.042	0.011	0.005
Si	14.976	4.132	6.801	-0.056	0.068	0.006
Si	12.284	6.791	6.791	0.084	-0.028	0.022
Si	15.001	9.544	6.81	-0.023	0.046	-0.005
Si	12.268	12.287	6.82	0.024	0.055	-0.004
Si	15.005	15.049	6.834	0.018	0.019	0.019
Si	-0.039	2.77	8.181	0.05	-0.046	-0.007
Si	2.735	0.002	8.174	-0.026	0	-0.008
Si	-0.02	8.2	8.186	0.026	0.006	-0.001
Si	2.726	5.476	8.179	-0.027	-0.015	0
Si	-0.008	13.675	8.178	0.007	0.013	-0.014
Si	2.727	10.932	8.203	0.023	0.018	0.008
Si	5.475	2.74	8.163	-0.019	-0.024	0.005
Si	8.2	0.022	8.177	0	0.005	0.014
Si	5.467	8.199	8.193	-0.014	-0.028	-0.002
Si	8.216	5.459	8.167	-0.027	-0.007	-0.01
Si	5.467	13.669	8.205	-0.001	0.003	0.032
Si	8.192	10.929	8.181	0.02	-0.009	-0.015
Si	10.916	2.747	8.183	0.02	-0.019	0.002
Si	13.64	0.032	8.176	0.012	-0.051	-0.005
Si	10.933	8.168	8.174	-0.023	0.022	-0.008
Si	13.64	5.47	8.201	0.007	-0.014	0.012
Si	10.912	13.67	8.176	-0.011	-0.015	0.006
Si	13.649	10.926	8.176	0.012	-0.003	0.006
Si	1.363	4.108	9.546	-0.007	0.018	0.001
Si	4.116	1.369	9.534	0	0.001	-0.001
Si	1.36	9.558	9.552	-0.016	0.021	-0.005
Si	4.108	6.826	9.553	0.009	0.016	0
Si	1.369	15.037	9.543	0.013	-0.014	-0.007
Si	4.107	12.294	9.565	-0.01	0.023	0.007
Si	6.851	4.098	9.538	0	0.006	-0.009
Si	9.569	1.377	9.554	0.011	0.001	-0.001
Si	6.843	9.557	9.558	-0.054	0.043	0
Si	9.575	6.813	9.555	0.016	-0.003	0
Si	6.848	15.045	9.547	-0.01	-0.003	-0.011
Si	9.563	12.293	9.547	-0.013	0.013	0.01
Si	12.284	4.1	9.566	0.006	0.004	-0.003
Si	15.019	1.386	9.553	0.007	0.024	0.001
Si	12.292	9.549	9.538	0.024	0.011	-0.005
Si	15.023	6.832	9.554	-0.003	-0.005	-0.009
Si	12.289	15.041	9.535	-0.007	0.017	-0.001
Si	15.027	12.296	9.533	0.019	0.004	-0.005

Results
total energy: -115452.468 eV
total energy less fixed offsets of O -438.04, Si -107.15 eV per atom: 2.272 eV
